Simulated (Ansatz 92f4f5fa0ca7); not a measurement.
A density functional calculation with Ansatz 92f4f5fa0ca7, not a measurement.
Periodic cell of 226 atoms, Si134O92, from a study of silicon, its oxide and their interface. The atomic structure is a simulated model.
Doubt: the cutoff is far below the 930 eV that the study's wrapper takes by default for these files, so forces and energies are approximate.
This geometry differs little from another in the collection (a relaxation step or a small displacement).

Settings
functional: PBE
potential files: Ansatz PAW
basis: plane waves
wave-function cutoff: 580 eV
density cutoff ratio: 5
exchange-correlation grid ratio: 1
k mesh: 1 x 1 x 1, Gamma-centred
self-consistency stop: 5e-08 eV per atom in the density residual
occupations: fixed
spin: none
net charge: 0

Cell vectors (angstrom)
a 10.938 0 0
b 0 10.938 0
c 0 0 32.8619

Atoms and the computed forces on them: element, x, y, z (angstrom), force x, y, z (eV/angstrom)
Si -0.0762 0.2434 25.2624 -0.0641 0.0725 -0.0327
Si 5.8321 -0.2619 25.5045 0.1002 -0.1156 -0.1638
Si 2.6903 2.9773 25.2411 -0.0585 0.0589 -0.0649
Si 8.5777 2.4309 25.4291 0.0974 -0.1047 -0.1354
Si 0.4188 5.1924 25.3522 0.1224 -0.0985 -0.1395
Si 5.3042 5.7483 25.3859 -0.0718 0.0976 -0.0845
Si 3.0899 8.0118 25.3219 0.1052 -0.0912 -0.0917
Si 8.0269 8.4583 25.5722 -0.0945 0.0917 -0.1546
Si 1.4838 1.3977 26.614 -0.0307 0.0481 -0.0413
Si 6.9671 1.3452 26.7693 0.0275 -0.0304 0.0065
Si 4.1697 4.1272 26.6798 -0.0398 0.0373 -0.0199
Si 9.7077 4.0801 26.6754 0.0223 -0.0122 -0.0002
Si 1.4908 6.8329 26.6571 0.0419 -0.0217 -0.0034
Si 6.86 6.8425 26.792 -0.0186 0.0309 -0.0356
Si 4.1798 9.5493 26.7427 0.0367 -0.0193 -0.0054
Si 9.6991 9.6266 26.7003 -0.0306 0.0559 -0.0133
Si 2.759 -0.0116 28.0442 -0.007 -0.0027 -0.0068
Si 8.2788 -0.038 28.1256 0.0032 -0.0238 -0.0135
Si 0.0704 2.6939 28.0701 0.0188 -0.0258 -0.0048
Si 5.5085 2.7184 28.0509 -0.0051 0.0008 0.0036
Si 2.7766 5.4488 28.0849 -0.0008 -0.0106 -0.0042
Si 8.2607 5.4189 28.0545 -0.0225 0.016 -0.0043
Si 0.0575 8.1672 28.0366 -0.0151 0.0124 0.0017
Si 5.4811 8.1801 28.1433 0.004 0.0064 -0.0275
Si 4.1018 1.3673 29.4436 0.0919 0.0071 -0.2473
Si 9.5708 1.3673 29.4436 0.3593 0.0839 0.2362
Si 1.3673 4.1018 29.4436 0.1443 -0.0263 0.0494
Si 6.8362 4.1018 29.4436 0.1524 -0.0881 -0.1363
Si 4.1018 6.8362 29.4436 -0.0554 -0.1774 0.4143
Si 9.5708 6.8362 29.4436 0.1785 -0.043 -0.2747
Si 1.3673 9.5708 29.4436 0.0891 -0.0594 -0.2366
Si 6.8362 9.5708 29.4436 0.2103 -0.0649 0.3069
Si 0 0 30.8109 -0.0358 0.092 -0.0019
Si 5.469 0 30.8109 0.0439 0.0528 -0.0175
Si 2.7345 2.7345 30.8109 -0.0138 0.0934 -0.0042
Si 8.2035 2.7345 30.8109 0.0225 0.048 -0.0199
Si 0 5.469 30.8109 0.0051 0.0133 -0.0204
Si 5.469 5.469 30.8109 -0.023 0.0992 -0.0086
Si 2.7345 8.2035 30.8109 0.0227 0.0059 -0.0035
Si 8.2035 8.2035 30.8109 -0.0695 0.059 -0.0042
Si 1.3673 1.3673 32.1781 0.0254 -0.0712 -0.0232
Si 6.8362 1.3673 32.1781 0.0248 -0.0067 -0.0122
Si 4.1018 4.1018 32.1781 0.0796 -0.0441 -0.026
Si 9.5708 4.1018 32.1781 -0.0116 -0.0047 -0.0117
Si 1.3673 6.8362 32.1781 -0.0168 -0.0028 -0.0094
Si 6.8362 6.8362 32.1781 0.041 -0.0489 -0.0181
Si 4.1018 9.5708 32.1781 0.0078 -0.041 -0.0113
Si 9.5708 9.5708 32.1781 0.0343 -0.0703 -0.0241
Si 2.7345 0 0.6835 -0.0262 0.0672 0.0377
Si 8.2035 0 0.6835 -0.0375 0.0422 0.0278
Si 0 2.7345 0.6835 0.0132 0.0143 -0.0077
Si 5.469 2.7345 0.6835 -0.0713 0.0545 0.0125
Si 2.7345 5.469 0.6835 -0.0045 0.0139 0.027
Si 8.2035 5.469 0.6835 -0.0168 0.0235 0.0357
Si 0 8.2035 0.6835 -0.056 0.0646 0.0167
Si 5.469 8.2035 0.6835 0.0261 -0.0088 -0.0063
Si 4.1018 1.3673 2.0507 0.119 -0.0195 0.006
Si 9.5708 1.3673 2.0507 -0.0089 -0.0145 0.0041
Si 1.3673 4.1018 2.0507 -0.1178 -0.0767 -0.0166
Si 6.8362 4.1018 2.0507 0.036 -0.0634 0.019
Si 4.1018 6.8362 2.0507 0.0731 0.0535 -0.0074
Si 9.5708 6.8362 2.0507 0.0447 -0.049 0.0226
Si 1.3673 9.5708 2.0507 -0.0227 -0.1534 -0.0049
Si 6.8362 9.5708 2.0507 -0.0798 -0.1361 0.016
Si 0 0 3.418 -0.1448 0.0412 0.2023
Si 5.469 0 3.418 -0.4648 0.0151 -0.018
Si 2.7345 2.7345 3.418 -0.137 -0.1046 0.2383
Si 8.2035 2.7345 3.418 -0.1627 -0.1043 -0.1818
Si 0 5.469 3.418 0.0786 -0.0498 -0.4734
Si 5.469 5.469 3.418 -0.0887 0.1565 0.0456
Si 2.7345 8.2035 3.418 0.0228 0.2878 -0.2101
Si 8.2035 8.2035 3.418 -0.2051 0.1056 0.0238
Si 1.3356 1.3598 4.8328 0.0414 -0.0078 0.0124
Si 6.8113 1.3517 4.7695 -0.0171 0.004 0.0294
Si 4.0726 4.1305 4.7852 0.0168 -0.0097 0.0112
Si 9.5428 4.1313 4.7288 0.0088 0.0186 0.0356
Si 1.3914 6.8138 4.7238 -0.002 0.0074 0.0267
Si 6.7619 6.9072 4.7952 0.0349 -0.0067 0.004
Si 3.9545 9.6787 4.8189 -0.0094 0.0516 -0.0079
Si 9.5217 9.589 4.7991 0.0041 0.0082 0.0251
Si 2.4911 -0.0282 6.4051 0.0124 -0.0739 -0.008
Si 8.1019 -0.0381 6.2149 -0.0338 0.0071 -0.0001
Si -0.057 2.7553 6.1065 -0.0349 0.0276 -0.0047
Si 5.3537 2.6739 6.1012 0.0163 -0.0364 0.0146
Si 2.7136 5.4921 6.1748 -0.0167 -0.0079 0.0166
Si 8.1238 5.462 6.0698 -0.0251 -0.0606 -0.026
Si -0.0631 8.098 6.0196 0.0141 -0.034 -0.0533
Si 5.3165 8.2959 6.1171 -0.0318 0.0098 0.0078
Si 4.1378 1.2446 7.5796 0.0097 -0.0847 0.0282
Si 9.2645 1.6308 7.3877 -0.018 0.0235 0.1042
Si 1.0889 4.3309 7.4243 -0.0817 0.086 0.0788
Si 6.9874 3.8426 7.2971 0.004 -0.036 0.0315
Si 3.7773 7.1665 7.4868 -0.0924 0.113 0.1455
Si 9.7597 6.5237 7.3443 0.1094 -0.0101 0.1822
Si 1.2469 9.0938 7.6635 0.0528 0.0273 0.1904
Si 6.3471 9.8717 7.5155 -0.0576 0.0325 0.1265
O 8.366 -4.0972 19.9311 -0.0084 -0.0068 0.0138
O 9.8234 7.4463 22.0369 -0.011 -0.0244 0.0918
O 4.522 -0.9464 13.708 -0.0122 -0.0063 0.0108
O 6.6932 9.1608 8.9687 -0.0254 0.0024 -0.1308
O 4.6763 6.7076 8.7911 -0.0413 0.0103 -0.1006
O 8.1184 2.7547 7.8148 0.0011 -0.0086 -0.1026
O 4.1975 6.8651 24.827 -0.0004 -0.0103 0.1595
O 7.7879 3.0651 24.1367 -0.0024 0.0173 0.0647
O 4.0785 4.4465 9.9001 -0.004 0.01 -0.011
O 9.8886 1.0637 8.8269 0.0038 0.0149 -0.1256
O 5.2854 11.0623 7.9765 0.0269 -0.0195 -0.111
O -1.6973 7.2886 8.7138 -0.0157 -0.0641 -0.0917
O 6.3696 4.5942 8.6045 -0.011 0.019 -0.0199
O 3.6394 1.9622 8.9962 -0.0109 0.0096 -0.042
O 15.2856 3.7619 13.5853 -0.0007 0.0049 0.0057
O 2.5556 8.1433 8.089 0.0349 -0.0386 -0.1656
O 5.9682 5.048 24.0485 0.0239 -0.011 0.072
O 3.4832 2.4213 23.8748 -0.0006 -0.0006 0.0659
O 6.919 9.5388 24.9591 0.0216 -0.0097 0.2189
O 8.7227 7.7082 24.3045 0.0232 -0.0335 0.0661
O -0.1892 5.944 24.0182 -0.042 0.0118 0.071
O 8.2948 -2.0373 15.5055 -0.0365 0.0096 0.0128
O 2.5335 8.7396 23.9458 -0.0138 0.0045 0.0795
O -1.2574 12.2724 24.8085 -0.0344 0.0252 0.1611
Si 13.0488 3.0915 18.014 -0.0286 -0.0121 -0.0055
Si 17.354 -8.5562 21.045 0.0133 -0.0101 -0.054
Si 17.7791 -5.9409 11.9833 0.0483 -0.037 0.0926
Si 5.1084 13.4236 18.2651 0.0628 -0.021 0.0349
Si 20.3543 6.6059 23.3591 -0.0111 0.0464 -0.0184
Si 7.7369 1.5824 14.1469 0.0056 0.0401 -0.0092
Si 11.4822 0.3652 18.3953 -0.011 -0.023 0.0012
Si 2.9734 3.2767 9.7309 -0.0309 -0.036 0.041
Si 18.6217 13.6343 16.7606 0.0074 -0.0386 0.0011
Si 21.9802 18.8992 12.4917 -0.0053 0.0226 0.0443
Si 5.415 -4.5385 16.8754 0.0048 0.0095 -0.0062
Si 34.1099 4.2356 15.1893 -0.0115 0.0114 -0.0315
Si 14.291 9.7899 14.8587 0.0061 -0.0212 -0.0403
Si 5.3237 -5.524 9.5256 0.0674 0.0147 0.0832
Si 4.2344 12.0984 23.1088 0.0506 -0.0104 -0.0182
Si 26.7655 5.2333 14.1009 0.0617 -0.0124 -0.02
Si 15.8472 -11.3981 17.4482 -0.0171 -0.0305 0.0132
Si 9.078 12.1001 10.245 -0.0292 0.0042 0.1417
Si 1.9074 -0.9872 23.0367 -0.0166 -0.0079 -0.0385
Si 15.1676 7.8451 19.0662 -0.0156 0.0114 0.0131
Si 21.8834 -10.8419 12.6285 0.0332 0.0034 0.031
Si 7.2846 -1.1352 10.3441 0.0326 0.0499 0.1025
Si 12.2426 2.8438 12.3899 -0.1053 -0.0201 0.0565
Si 7.2195 -6.6067 23.2885 -0.013 0.0044 -0.0575
Si 13.4393 6.8797 14.2104 -0.0298 0.0111 -0.034
Si -9.5239 -2.1199 20.081 -0.0441 -0.0481 -0.0527
Si 11.333 10.3637 15.3656 -0.0434 -0.0116 -0.0223
Si -1.8943 12.7787 19.5513 -0.0259 0.0081 0.011
Si 9.9702 8.2715 9.7931 0.0602 -0.0202 0.0509
Si -1.3752 5.0127 16.3501 0.0381 0.0014 0.0071
Si 20.8463 -3.9463 20.4884 0.0428 0.026 -0.0632
Si -0.2113 15.337 19.2987 -0.0545 0.006 0.0039
Si 20.1846 3.4022 12.0149 0.0042 0.0038 0.0754
Si 7.092 8.8355 16.5943 0.0123 -0.0267 0.0165
Si -1.3492 -2.964 15.1298 0.0378 -0.0045 -0.0344
Si 5.7014 10.7297 12.8188 -0.0061 0.0203 0.0404
Si 5.4164 2.7181 12.9294 0.0326 0.0237 0.0314
Si 7.0591 -3.784 19.0229 0.0016 0.0123 0.0007
O 7.138 -21.7235 13.5781 -0.0141 -0.0134 -0.0215
O 21.5505 -6.5854 15.2925 0.0081 0 0.0021
O 10.6868 7.4175 10.9973 -0.0126 0.0183 -0.0784
O 0.5491 -1.4096 12.3289 0 0.0154 -0.0088
O 8.3457 2.2378 18.1544 -0.0069 0.0088 -0.0136
O 6.209 3.4915 11.7231 -0.0285 -0.0147 -0.0283
O 6.3877 -0.6414 16.76 0.0113 -0.0109 0.0056
O 13.932 -2.7326 15.0168 0.0019 0.0169 0.0122
O 25.7096 -4.638 13.4843 -0.0129 0.0002 0.0013
O 13.3801 13.9657 11.2466 0.052 -0.0025 -0.0911
O 23.4434 1.6273 18.4677 0.0036 0.0106 0.0003
O 14.7817 -0.4673 16.2384 -0.0053 0.0152 0.0131
O 4.8192 0.8944 18.3069 -0.0107 -0.008 -0.0094
O 16.7453 -8.0105 19.6508 -0.0018 0.0057 0.0016
O 17.3679 24.4271 14.1878 -0.0146 -0.0118 -0.0068
O 23.7643 10.5128 14.6941 0.0218 -0.0067 0.0021
O 10.0877 0.5922 19.264 0.0142 0 -0.0063
O 16.1652 1.5625 21.8522 -0.0561 -0.0209 0.1038
O 20.3196 -4.3602 15.9396 -0.0101 -0.0166 0.0065
O 21.7933 3.6195 12.0031 0.0196 -0.0023 -0.0229
O 1.7943 -7.5911 16.4443 0.013 -0.0069 0.0039
O 9.8671 0.447 11.4724 -0.0249 0.0152 -0.0331
O 17.6788 3.742 21.8649 0.0273 0.0484 0.0774
O 19.7892 -8.5741 13.2326 -0.0146 -0.0197 -0.0108
O 9.985 3.1069 19.9628 0.0059 0.0149 -0.0016
O 1.9288 5.7485 15.246 -0.0023 -0.0107 0.0261
O 6.3524 5.5562 13.4397 -0.0417 0.0077 0.0087
O 14.6437 3.2809 18.1844 -0.0149 0.0158 -0.0122
O 9.7588 -3.1803 13.5107 -0.0045 -0.006 -0.0082
O 15.4662 -1.6063 18.5094 0.0049 0.025 -0.0071
O 18.5113 -2.5212 18.1028 -0.0147 0.0146 -0.0048
O 7.6154 11.3903 10.113 -0.0099 0.0081 -0.0409
O 1.3829 10.051 19.0145 0.0014 0.0244 0
O 15.0474 -4.1554 17.8092 0.0026 -0.0096 -0.0032
O 0.6517 10.6121 23.8779 -0.0061 -0.0104 0.0609
O 1.5137 4.0671 24.7636 -0.0236 0.0364 0.1865
O 5.0027 -5.6181 15.7347 0.0095 0.0053 0.043
O 23.5932 14.4026 13.8302 0.0073 0.0061 0.0051
O 17.1509 5.9355 10.8067 -0.0598 0.0148 -0.1133
O 16.5896 -3.4755 19.8695 0.0137 -0.0082 -0.0396
O 1.7004 3.7389 8.8279 0.0139 -0.01 -0.044
O 0.2024 11.0913 16.8043 0 0.0089 0.0133
O 19.126 -9.3955 15.7035 -0.0086 0.0075 0.0237
O 10.0557 4.9215 17.9013 0.0049 -0.0046 -0.0081
O 16.9029 -3.1932 16.0935 -0.0031 -0.0017 -0.0169
O 19.6762 9.0584 10.5579 -0.0038 0.0099 -0.0402
O 11.1417 9.175 9.0024 0.0461 -0.0291 -0.096
O 12.3145 9.3413 21.625 0.0079 0.0228 0.0694
O 8.8413 2.7266 10.5939 0.0065 -0.0385 -0.0464
O 3.046 11.0695 22.6495 -0.0023 -0.0053 0.0327
O 7.8419 -9.3629 20.6737 0.0102 0.0129 -0.0081
O 10.6048 16.4704 20.4371 -0.0001 -0.0142 0.0159
O -4.7629 9.7548 11.5718 0.0307 0.0018 -0.0457
O 8.4689 4.8461 12.0661 -0.0104 -0.0292 -0.0257
O 17.0102 13.7455 16.9945 -0.0087 0.0114 -0.004
O 0.0161 8.0116 19.7525 0.0007 0.004 0.0289
O 8.1849 15.099 16.2325 -0.0096 0.0104 0.0042
O 10.9412 8.7798 15.5991 0.0046 0.0089 0.0299
O 1.1606 1.2275 12.513 0.013 0.0202 -0.0125
O 17.5537 -4.974 17.9423 -0.0235 0.0259 -0.0006
O 10.3628 11.0118 14.1848 0.0146 -0.0077 -0.0028
O 23.2449 4.1553 18.9992 0.0303 -0.0003 -0.0101
O 24.6753 7.9212 19.871 0.0212 0.0081 -0.0021
O 8.3798 5.4166 22.9972 -0.0074 0.0005 0.0265
O -0.053 5.4335 7.8917 -0.0266 -0.0014 -0.1483
O 23.2699 7.1575 13.0594 0.0122 -0.0091 -0.0116
O 15.9288 1.2344 12.388 0.0038 -0.0071 -0.0052
O 5.2111 0.4017 24.1505 -0.0304 0.0233 0.0709

Results
free energy: -137509.922 eV
free energy less fixed offsets of O -568.88, Si -635.61 eV per atom: -1.222 eV

The program warned: the cutoff lies below the one the program advises for these potential files; the exchange-correlation potential is rough where the density is thin.
